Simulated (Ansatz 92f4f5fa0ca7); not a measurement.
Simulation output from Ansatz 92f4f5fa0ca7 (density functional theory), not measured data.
Periodic cell of 260 atoms, Si140O88H32, with a vacuum gap, from a study of silicon, its oxide and their interface. The atomic structure is a simulated model.

Settings: functional r2SCAN; potential files Ansatz PAW; basis plane waves; wave-function cutoff 800 eV; density cutoff ratio 5; exchange-correlation grid ratio 1; k mesh 1 x 1 x 1, shifted by 0.5 0.5 0 of a step; self-consistency stop 1e-11 eV per atom in the density residual; occupations fixed; spin none; net charge 0; applied field sawtooth along c, amplitude +0.015 V/angstrom in the program's sign convention, ramp centred at 0.9890 of c and 0.0220 of c wide, no dipole correction.

Cell vectors (angstrom)
a 10.888 0 0
b 0 10.888 0
c 0 0 45.461

Atoms: element, x, y, z (angstrom)
Si 0.0143 0.1336 30.2384
Si 3.0197 2.406 30.5622
Si -1.2115 4.0453 31.8481
Si 2.737 7.8406 30.6256
Si 5.1311 0.1489 30.4054
Si 8.9641 2.6755 30.1213
Si 5.0574 5.6422 30.3298
Si 8.6816 7.371 30.4491
Si 1.4231 1.2361 31.7885
Si 4.1417 4.0217 31.8004
Si 1.309 6.7331 32.0267
Si 4.0216 9.4647 31.7373
Si 6.7361 1.2961 31.6595
Si 10.6224 5.7936 30.6154
Si 6.832 6.6062 31.6837
Si 9.5952 9.3915 31.4624
Si 0.1232 2.6534 33.1525
Si 2.7336 -0.0927 33.1784
Si -0.0493 8.2176 33.1537
Si 2.746 5.3214 33.2004
Si 5.5096 2.6841 33.1442
Si 8.2174 -0.0908 32.8997
Si 5.4999 8.1018 33.0089
Si 8.1213 5.2812 33.1376
Si 1.3974 4.0097 34.5643
Si 4.0973 1.3289 34.4705
Si 1.3412 9.5048 34.5352
Si 4.1293 6.7759 34.4291
Si 6.8095 4.004 34.556
Si 9.5423 1.2822 34.3712
Si 6.8441 9.4957 34.3631
Si 9.4698 6.7695 34.4304
Si -0.0146 0.0024 35.8394
Si 2.7548 2.6713 35.8903
Si -0.0165 5.4327 35.8036
Si 2.7487 8.1257 35.8031
Si 5.4915 -0.0374 35.7721
Si 8.206 2.6337 35.8016
Si 5.4525 5.4375 35.8409
Si 8.147 8.1445 35.8077
Si 1.3407 1.3557 37.2234
Si 4.0901 4.0897 37.2012
Si 1.3628 6.7968 37.1523
Si 4.0985 9.5249 37.1433
Si 6.8327 1.3166 37.1683
Si 9.5022 4.0631 37.1485
Si 6.7879 6.8124 37.203
Si 9.5145 9.5151 37.17
Si -0.0558 2.7354 38.538
Si 2.7529 0.0033 38.5313
Si 0.0336 8.1944 38.5045
Si 2.6969 5.454 38.5333
Si 5.4806 2.724 38.5016
Si 8.1649 -0.0271 38.5582
Si 5.428 8.1935 38.5486
Si 8.161 5.4323 38.5323
Si 1.2711 4.1355 6.8978
Si 4.1023 1.416 6.9088
Si 1.3867 9.5561 6.9404
Si 4.0368 6.8514 6.9285
Si 6.7934 4.0706 6.9498
Si 9.5 1.3576 6.9671
Si 6.7712 9.5622 6.9781
Si 9.5364 6.8494 6.8695
Si 0.0547 0.0528 8.3111
Si 2.6582 2.7796 8.1701
Si -0.0304 5.5446 8.2807
Si 2.7238 8.2213 8.3437
Si 5.4295 0.0903 8.3402
Si 8.1197 2.695 8.3458
Si 5.4057 5.4814 8.2425
Si 8.1984 8.1863 8.2525
Si 1.4343 1.4413 9.6697
Si 3.8392 4.2686 9.5101
Si 1.3047 6.9134 9.7011
Si 4.0801 9.6316 9.6875
Si 6.8281 1.3119 9.8198
Si 9.499 4.1339 9.5598
Si 6.8234 6.8082 9.5555
Si 9.5837 9.537 9.6137
Si 0.0907 2.9379 10.893
Si 2.7158 0.0564 11.1459
Si -0.0378 8.2491 11.0863
Si 2.6642 5.5823 11.0423
Si 5.5491 2.4428 11.5018
Si 8.3186 -0.0143 11.0189
Si 5.6001 8.2939 10.8682
Si 9.4683 6.7046 12.1944
Si 1.3448 4.2048 12.4991
Si 3.8918 1.3196 12.8235
Si 1.2778 9.6313 12.5412
Si 4.2048 6.9793 12.135
Si 6.8016 4.1064 12.5607
Si 11.2078 0.6715 13.6531
Si 7.0431 9.4512 12.3799
Si 8.06 5.3634 10.9282
Si -1.2361 1.5517 12.1541
Si 2.0893 2.4116 13.882
Si -0.3296 5.3545 13.7416
Si 2.9352 8.2984 13.5816
Si 4.8222 -0.2199 14.2687
Si 8.5389 2.995 13.6354
Si 5.5935 5.8408 13.6492
Si 8.046 7.772 13.6547
Si -6.6501 17.8784 21.3466
Si -13.5753 22.8142 23.3584
Si -11.4379 14.2666 22.6353
Si -12.4354 18.451 18.7892
Si 9.8515 3.4663 27.3883
Si -2.7259 18.7626 27.5155
Si -11.708 18.3799 15.9189
Si 17.3883 -22.3834 16.5949
Si -4.407 -0.5402 27.6271
Si 22.1985 -1.4235 17.7792
Si -16.2817 -19.4602 22.6373
Si 1.055 -7.9088 20.2067
Si -12.8188 -23.7319 23.6905
Si -0.7205 16.2025 25.0106
Si -11.0847 -2.9039 26.0628
Si 2.1949 3.2847 16.1335
Si -16.6063 -0.2889 19.0291
Si -5.081 -6.7032 25.1459
Si -17.6606 -34.8449 26.6731
Si -5.9523 -13.7389 17.4785
Si -14.1069 12.798 26.2334
Si -7.5993 17.0493 15.6201
Si 1.6534 -1.5838 28.1629
Si -14.2877 -15.0945 24.7682
Si -15.2337 28.6661 19.7247
Si -10.3242 7.9661 22.2607
Si -18.0156 -8.3603 18.6679
Si 30.6951 -9.9269 15.759
Si 5.3763 -17.3413 20.352
Si -7.6336 -2.4101 23.6139
Si -20.237 15.184 28.4564
Si -0.103 5.5338 20.8024
Si 4.0908 -0.1312 21.6323
Si 15.0985 -16.2008 27.4651
Si 13.0595 -12.6949 20.1391
Si 32.6468 23.4625 17.72
O 3.7478 -3.6643 16.7559
O -10.3141 -7.5243 27.5352
O -16.9224 -7.2342 19.0439
O -14.3289 -30.4794 30.4383
O -5.1323 -7.5062 21.4813
O 6.3521 -5.3204 24.4526
O -0.1401 -15.5148 15.1055
O 21.6418 4.1462 24.0331
O 6.8049 -9.5195 22.631
O 1.7557 -12.7459 18.5843
O 11.4291 5.285 29.2655
O 6.7913 1.0024 27.2472
O -37.6954 21.2245 29.1191
O 7.8413 1.0297 24.9169
O -16.3039 -12.1929 26.6151
O 0.2788 8.6214 16.3829
O -6.5468 11.9348 18.7538
O -22.9339 29.3829 27.3022
O 6.1723 10.3553 13.4283
O -6.4695 -12.4945 18.4103
O -15.2403 -0.1734 18.164
O -8.2475 5.1923 27.6842
O 10.9114 2.1325 19.2754
O 5.3597 -0.4273 20.6368
O -6.6798 -5.4553 20.907
O 3.9438 -33.7993 22.8848
O 3.3552 2.7444 17.1219
O 0.8044 30.6742 20.9747
O -8.4434 -14.6957 14.5738
O 7.3606 7.0719 26.3508
O -6.2705 -5.3896 14.9289
O -18.6305 18.7278 20.5073
O -1.598 23.9614 22.9681
O -6.4134 -7.6935 10.5475
O 34.4715 -13.5983 29.316
O 15.5787 15.5638 26.2028
O 18.4509 -2.7921 23.937
O -9.8954 -12.988 26.7763
O 2.5498 -19.1699 19.746
O -12.7273 25.4092 28.7965
O -17.8517 -3.7258 22.9277
O -40.7484 -22.1688 20.6556
O -33.7822 4.5497 21.6358
O -12.4234 12.5244 17.167
O 24.104 35.9011 29.361
O 20.8997 9.0371 18.6714
O -34.1983 6.9491 17.2814
O -2.0262 5.9547 24.329
O -5.6458 14.0368 24.018
O -16.6208 5.1713 28.7487
O -7.002 -12.4376 14.4367
O 7.8421 20.3553 27.5411
O 14.8086 17.7003 30.1799
O 14.4228 30.3492 25.1796
O -21.0688 -19.0472 21.7941
O 6.069 -13.0708 16.5024
O 8.9543 -2.7122 14.956
O -0.7941 6.5444 19.7775
O 22.5334 -4.4877 21.8783
O -11.947 8.9498 25.0755
O -12.5871 23.9266 26.7352
O -3.0142 -25.3394 28.9992
O -20.1357 -2.4769 23.3978
O -33.9412 4.0942 14.2145
O 4.3235 -3.7051 27.207
O 5.3528 0.2062 15.7563
O 0.8029 24.5562 16.8297
O -3.0138 29.4993 19.4312
O -0.9816 -13.6224 22.6515
O 14.055 -12.1713 27.6581
O -16.1502 17.8134 18.4025
O 14.9411 -9.5905 29.9076
O -5.16 -14.2366 20.9739
O -24.6977 -0.3162 16.0092
O 6.8063 6.8184 14.1736
O 13.24 -5.9628 16.1101
O 10.2715 11.3437 15.0053
O 22.3402 0.1724 17.5735
O 18.9779 2.0542 14.8977
O 0.8151 -0.374 28.8708
O 11.7613 -6.3176 19.9475
O -1.2569 -6.1595 26.4169
O -21.5065 -15.1889 25.3329
O 9.8797 1.3494 29.8003
O -25.7028 3.3463 25.9417
O -17.5459 -31.3005 22.2506
O 8.6986 -0.4776 23.0824
O 6.714 -27.3586 20.0291
H -0.8637 1.8998 39.4704
H 0.7437 3.5789 39.4704
H 3.5557 0.8437 39.4638
H 1.9218 -0.809 39.4638
H 0.8528 9.0188 39.4369
H -0.8002 7.3848 39.4369
H 1.8437 4.6649 39.4657
H 3.5013 6.2929 39.4657
H 4.6376 1.924 39.434
H 6.2919 3.5562 39.434
H 7.3147 -0.8194 39.4907
H 8.9716 0.8096 39.4907
H 6.242 9.023 39.4811
H 4.5916 7.3866 39.4811
H 8.9704 6.2662 39.4647
H 7.3374 4.6122 39.4647
H 0.4717 3.2919 5.9654
H 2.1244 4.9245 5.9654
H 4.9453 2.216 5.9764
H 3.2995 0.5756 5.9764
H 0.5676 8.7317 6.0079
H 2.2179 10.3684 6.0079
H 4.8732 7.6583 5.9961
H 3.2324 6.0125 5.9961
H 7.617 4.8906 6.0174
H 5.9821 3.2384 6.0174
H 8.6933 0.5209 6.0346
H 10.3079 2.1931 6.0346
H 7.6214 10.3545 6.0456
H 5.9572 8.7327 6.0456
H 10.3702 7.659 5.937
H 8.727 6.0154 5.937

Results
free energy: -140240.556 eV
free energy less fixed offsets of H -15.71, O -570.45, Si -639.56 eV per atom: 0.164 eV

Forces (eV/angstrom), in the order of the atoms: element, x, y, z
Si -0.0018 0.0007 0.0449
Si 0.0005 -0.0055 0.0269
Si -0.0049 0.0006 -0.0028
Si 0.0049 0.0017 0.045
Si -0.0076 0.0004 0.0474
Si -0.0079 -0.0075 0.0446
Si -0.0029 0.0048 0.0503
Si 0.0087 0.0037 0.0326
Si 0.0023 0.0001 -0.0059
Si 0.0004 -0.0016 -0.0048
Si -0.0006 0.0047 -0.0153
Si -0.0074 -0.0025 -0.0126
Si -0.0087 -0.0074 0.0133
Si 0.0035 0.0064 0.0356
Si 0.0016 0.0005 -0.0016
Si 0.0001 -0.0003 0.0044
Si 0.0047 0.0023 -0.0139
Si 0.0045 -0.0055 -0.0084
Si 0.0125 -0.0091 -0.0105
Si -0.0114 0.0033 -0.0122
Si 0.0122 -0.0116 -0.0216
Si -0.0157 0.0085 -0.0088
Si 0.0005 0.0085 -0.011
Si 0.0013 -0.0083 -0.0171
Si 0.0065 -0.0083 0.0056
Si -0.0186 0.0113 0.0125
Si -0.014 0 -0.0041
Si 0.0057 -0.009 0.0075
Si -0.0144 0.0158 0.0007
Si 0.0083 -0.0074 0.0107
Si 0.0096 -0.0126 0.0007
Si 0.001 0.0078 0.0065
Si 0.0266 0.0029 0.0291
Si 0.0101 -0.0193 0.0076
Si 0.0242 -0.0028 0.017
Si -0.0157 0.006 0.0232
Si 0.012 0.0115 0.0201
Si -0.0017 -0.0149 0.0335
Si 0.0144 -0.0091 0.0267
Si -0.0195 0.007 0.0201
Si -0.0079 0.0019 0.1536
Si -0.0307 -0.0224 0.1657
Si -0.0296 -0.0239 0.1844
Si -0.0132 -0.0142 0.2031
Si -0.033 -0.0226 0.1762
Si 0.0307 0.0565 0.2127
Si 0.0137 0.0149 0.1593
Si -0.013 -0.0166 0.1637
Si 0.2942 -0.0489 0.3677
Si -0.1898 0.0078 0.2549
Si -0.1682 -0.1567 0.2879
Si 0.0271 -0.1031 0.3375
Si -0.0743 -0.0285 0.3547
Si -0.0546 -0.0148 0.276
Si -0.0064 -0.1375 0.2594
Si -0.0383 0.1089 0.2075
Si -0.0157 -0.0987 -0.4861
Si 0.0302 0.1682 -0.3043
Si 0.0501 0.1868 -0.1788
Si 0.1425 0.0044 -0.2854
Si -0.1409 -0.0202 -0.1781
Si 0.0186 -0.0367 -0.136
Si 0.0763 0.0859 -0.1614
Si 0.0092 0.1796 -0.4622
Si -0.0125 -0.0228 -0.1585
Si -0.0149 -0.0127 -0.1835
Si -0.0002 -0.013 -0.2076
Si 0.0237 0.0499 -0.1847
Si 0.0271 -0.0214 -0.1914
Si -0.0036 -0.0206 -0.1715
Si 0.0348 0.0068 -0.1737
Si 0.0156 0.0379 -0.1608
Si -0.035 0.0269 -0.0252
Si -0.0037 -0.002 0.011
Si -0.0131 0.0106 -0.0483
Si 0.0038 -0.0171 -0.0188
Si 0.006 0.0136 -0.0255
Si -0.0069 -0.0008 -0.0165
Si -0.029 0.0139 -0.0147
Si 0.0161 -0.0141 -0.0389
Si 0.0041 -0.0085 -0.0037
Si 0.0027 0.0043 -0.0063
Si -0.0081 -0.0028 -0.0184
Si 0.0165 -0.0274 -0.0131
Si 0.0015 0.0165 -0.0077
Si -0.0175 -0.0014 -0.0068
Si 0.0048 -0.004 -0.0087
Si -0.0032 -0.0129 0.0135
Si -0.0156 -0.0038 0.0074
Si -0.0011 -0.0117 0.0025
Si 0.0126 0.0043 0.0091
Si -0.0027 0.0158 0.018
Si 0.0022 0.0065 0.0027
Si -0.0276 -0.0063 0.0132
Si -0.0074 -0.0028 0.0135
Si 0.0092 0.0117 0.0035
Si -0.0023 0.0175 0.0153
Si 0.0093 0.0048 -0.0124
Si -0.0063 0.0055 0.0206
Si 0.0097 -0.0066 0.0214
Si 0.0124 -0.0051 0.0338
Si 0.0093 -0.011 0.021
Si -0.0064 0.0018 0.0154
Si 0.0101 0.0054 0.0162
Si -0.0081 0.0019 0.064
Si -0.0018 -0.0088 0.0605
Si -0.0157 0.0027 0.0781
Si 0 -0.0111 0.0738
Si 0.007 -0.0046 0.0736
Si -0.0039 0.0036 0.0737
Si 0.002 0.0082 0.0632
Si -0.0025 -0.0087 0.059
Si -0.0084 -0.0036 0.0616
Si 0.0104 -0.0056 0.0583
Si 0.0104 0.0006 0.0769
Si -0.0036 0.0171 0.0716
Si -0.0057 -0.0023 0.0649
Si -0.0082 0.0094 0.0716
Si 0.0098 0.0024 0.0735
Si 0.0064 0.0009 0.0714
Si -0.011 0.0053 0.0417
Si -0.0022 0.0114 0.0709
Si 0.007 0.0043 0.0739
Si 0.0073 0.0004 0.0576
Si 0.0043 -0.0025 0.0689
Si 0.0008 0.0132 0.0489
Si -0.0045 0.0023 0.0788
Si -0.0028 -0.0004 0.0613
Si -0.0034 -0.0063 0.0637
Si -0.0125 0.003 0.0661
Si 0.0075 0.0026 0.0699
Si -0.0086 -0.0046 0.0507
Si 0.0039 -0.0042 0.0631
Si -0.0026 -0.0006 0.0857
Si 0.0027 0.0021 0.058
Si -0.0033 -0.0044 0.0654
Si -0.0032 0.0005 0.0743
Si -0.0063 -0.0013 0.0684
Si -0.0016 -0.0049 0.0645
Si 0.0037 -0.0076 0.0735
O -0.0147 -0.0164 -0.0313
O -0.0118 -0.0025 -0.0208
O -0.0126 -0.0141 -0.0362
O 0.0118 0.0101 -0.0198
O -0.0027 0.0194 -0.0416
O -0.0001 0.0005 -0.0254
O 0.0051 -0.0177 -0.0348
O 0.0034 -0.019 -0.0477
O -0.014 0.0048 -0.0309
O -0.0157 0.0046 -0.0412
O 0.0128 -0.0151 -0.0347
O 0.0087 0.0148 -0.03
O 0.0157 -0.0077 -0.0513
O 0.004 -0.0064 -0.0478
O -0.0074 -0.0071 -0.0279
O -0.0066 -0.0109 -0.0336
O -0.0015 0.0031 -0.0199
O 0.0096 0.0004 -0.0319
O 0.0001 0.0045 -0.0112
O 0.0038 -0.0109 -0.0322
O 0.0089 -0.0017 -0.0398
O 0.0108 0.0071 -0.0272
O -0.0045 -0.012 -0.0455
O 0.0108 -0.0035 -0.0536
O 0.0064 -0.005 -0.0203
O 0.0071 0.0182 -0.0373
O -0.0178 0.008 -0.0552
O 0.0111 0.0091 -0.0376
O -0.0038 0.0117 -0.0246
O -0.0039 -0.0129 -0.0463
O 0.0155 -0.0053 -0.0268
O -0.0046 0.0083 -0.0234
O 0.0086 0.0092 -0.0228
O 0.0033 -0.0101 0.0097
O -0.0084 0.0117 -0.0398
O 0.017 -0.014 -0.0397
O 0.0042 0.0097 -0.0242
O -0.0144 -0.0116 -0.0381
O 0.008 -0.0018 -0.0325
O 0.0068 0.0039 -0.0478
O 0.0068 -0.0091 -0.0415
O -0.0067 -0.0036 -0.0301
O 0.0058 0.0129 -0.0369
O -0.0087 -0.0064 -0.0267
O -0.011 0.0147 -0.0304
O 0.0043 0.0053 -0.024
O 0.0079 -0.0024 -0.0473
O 0.0012 0 -0.0237
O -0.0038 -0.0212 -0.0487
O -0.0062 -0.0004 -0.0416
O -0.0077 -0.0017 -0.0243
O 0.0017 -0.0008 -0.0162
O 0.0072 -0.0098 -0.013
O -0.0106 -0.0025 -0.0623
O 0.015 -0.0046 -0.0435
O 0.0062 0.0066 -0.0315
O -0.0167 -0.0001 -0.0327
O -0.0134 0.0172 -0.0325
O -0.0029 -0.0107 -0.0242
O -0.0124 0.0077 -0.0385
O -0.0116 -0.006 -0.0277
O -0.0074 0.007 -0.0507
O -0.0073 -0.0023 -0.0334
O -0.0015 0.0019 -0.0043
O -0.0008 0.0101 -0.0306
O -0.0145 0.0041 -0.0374
O 0.0154 0.0103 -0.0344
O 0.0067 0.0046 -0.0289
O 0.0191 -0.0084 -0.0409
O 0.0136 -0.0047 -0.0287
O -0.0126 0.0101 -0.0393
O -0.0007 0.0019 -0.0187
O 0.0111 -0.0025 -0.0307
O 0.01 0.0082 -0.0207
O -0.0001 -0.0011 -0.018
O -0.0006 -0.0027 -0.0196
O 0.0209 -0.0026 -0.0368
O -0.005 0.0081 -0.0165
O -0.0017 0.0132 -0.0247
O 0.0111 -0.013 -0.0368
O 0.0046 -0.0093 -0.0225
O 0.0018 0.0157 -0.0427
O -0.0026 -0.0094 -0.0247
O -0.0019 0.004 -0.0138
O -0.0083 0.0073 -0.0246
O -0.0081 -0.0101 -0.0244
O 0.0007 0.0058 -0.0272
O 0.0016 0.0081 -0.0212
H 0.2697 0.3474 -0.2864
H -0.2723 -0.2928 -0.2437
H -0.2439 -0.3151 -0.2897
H 0.4257 0.2318 -0.2229
H -0.3141 -0.3106 -0.3041
H 0.2806 0.1982 -0.2326
H 0.3291 0.2282 -0.2664
H -0.2674 -0.2838 -0.2769
H 0.3378 0.2523 -0.249
H -0.2698 -0.4123 -0.2665
H 0.3851 0.2789 -0.2665
H -0.2607 -0.3456 -0.2791
H -0.3299 -0.3292 -0.2855
H 0.2766 0.2735 -0.265
H -0.1468 -0.2885 -0.2817
H 0.3493 0.3524 -0.2436
H 0.1115 0.4859 0.1991
H -0.306 -0.2183 0.2271
H -0.4058 -0.3811 0.2105
H 0.306 0.2072 0.2963
H 0.269 0.2893 0.3249
H -0.2683 -0.3147 0.2547
H -0.3672 -0.2331 0.2132
H 0.1535 0.347 0.2918
H -0.1613 -0.2682 0.3365
H 0.3946 0.3974 0.2351
H 0.3772 0.2462 0.2612
H -0.3418 -0.2167 0.283
H -0.3931 -0.2567 0.2197
H 0.2266 0.3165 0.2993
H -0.3292 -0.2973 0.2088
H 0.2334 0.2347 0.2707

The program warned: the cutoff lies below the one the program advises for these potential files; the forces do not sum to zero within the program's tolerance; empty levels may hold ghost states of the PAW files; the exchange-correlation potential is rough where the density is thin.
